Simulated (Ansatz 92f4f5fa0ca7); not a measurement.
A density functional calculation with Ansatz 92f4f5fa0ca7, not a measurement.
Periodic cell of 208 atoms, Si128O80, from a study of silicon, its oxide and their interface. The atomic structure is a simulated model.
Doubt: the cutoff is far below the 930 eV that the study's wrapper takes by default for these files, so forces and energies are approximate.
This geometry differs little from another in the collection (a relaxation step or a small displacement).

Settings: functional PBE; potential files Ansatz PAW; basis plane waves; wave-function cutoff 580 eV; density cutoff ratio 5; exchange-correlation grid ratio 1; k mesh 1 x 1 x 1, Gamma-centred; self-consistency stop 5e-08 eV per atom in the density residual; occupations fixed; spin none; net charge 0.

Cell vectors (angstrom)
a 10.938 0 0
b 0 10.938 0
c -4.5492 -1.514 30.2712

Atoms and the computed forces on them: element, x, y, z (angstrom), force x, y, z (eV/angstrom)
Si -3.1115 -3.1171 22.8849 -0.0036 0.0071 0.0309
Si -0.1197 -0.3907 22.9349 -0.0141 -0.0239 0.0625
Si -3.5279 2.869 22.7345 -0.0011 -0.0052 0.0635
Si -0.8373 -5.3332 22.6651 0.0281 0.0242 0.077
Si -8.8325 -2.6474 22.8705 0.0139 -0.0084 0.0179
Si -6.0755 0.0758 22.7859 0.0108 -0.0153 0.0328
Si 2.585 2.2856 22.7636 0.0103 0.0141 0.068
Si -5.7325 -5.7514 22.8778 -0.01 0.0087 0.0418
Si -1.8482 -1.5081 24.0998 0.0088 0.0161 -0.007
Si 0.9939 1.2306 24.1685 -0.0078 0.0067 -0.0066
Si -1.8366 -6.9975 24.0228 0.0107 -0.0082 0.0106
Si 0.8687 -4.2895 24.0217 -0.0144 -0.0236 0.0025
Si -7.2408 -1.4965 24.1366 0.0142 -0.0095 0.0145
Si -4.5588 1.257 24.1221 0.0099 -0.0053 -0.0008
Si 3.6313 3.9399 24.0999 -0.0039 -0.0043 -0.0111
Si -4.5685 -4.2757 24.2653 -0.0162 0.0121 0.006
Si -3.1852 -0.128 25.4704 -0.0041 -0.0002 0.0064
Si -0.4494 2.6042 25.4467 0.0001 -0.0009 0.0009
Si -3.1508 -5.6613 25.516 -0.0082 -0.0173 0.0139
Si -0.4609 -2.8971 25.464 0.0078 0.0056 0.0105
Si 2.3243 -0.155 25.5282 -0.0078 -0.0052 0.0054
Si 5.0079 2.6048 25.5018 0.0004 0.0048 0.0168
Si 2.2528 5.3205 25.4425 -0.0023 0.0016 0.0064
Si -5.9263 -2.8639 25.5246 0.0009 -0.0044 -0.0039
Si -4.5492 -1.514 26.853 0.0861 0.2055 0.0759
Si -1.8147 1.2205 26.853 0.0644 0.1253 -0.1981
Si -4.5492 3.955 26.853 0.0195 -0.1188 0.2539
Si -1.8147 -4.2485 26.853 0.123 -0.0917 0.105
Si 0.9198 -1.514 26.853 -0.0571 -0.1721 -0.0444
Si 3.6543 1.2205 26.853 0.161 0.1005 0.338
Si 0.9198 3.955 26.853 -0.1122 0.0634 -0.1552
Si 3.6543 -4.2485 26.853 -0.2962 -0.0755 -0.1225
Si 1.3673 -1.3673 3.418 0.2899 -0.0233 0.1795
Si 4.1018 1.3673 3.418 0.0949 -0.0528 0.266
Si 1.3673 4.1018 3.418 0.0613 0.0441 -0.3605
Si 4.1018 -4.1018 3.418 -0.0707 0.1728 -0.1222
Si 6.8362 -1.3673 3.418 -0.3157 0.0742 -0.4824
Si -1.3673 1.3673 3.418 -0.1696 0.13 -0.1211
Si 6.8362 4.1018 3.418 0.0419 -0.2681 0.2292
Si -1.3673 6.8362 3.418 0.0772 -0.1148 -0.0193
Si 2.7686 -0.0128 4.8337 0.0131 -0.0186 0.0186
Si 5.4736 2.7147 4.8385 0.0047 -0.0143 0.0046
Si 2.7155 5.484 4.7581 -0.0018 -0.0112 -0.006
Si 5.4721 -2.7167 4.7692 0 -0.0322 -0.0271
Si -2.8277 0.0483 4.7371 0.0357 -0.0003 -0.0135
Si 0.0294 2.7295 4.7518 0.0115 -0.0099 -0.0001
Si 8.2224 5.4477 4.7869 0.0178 -0.0179 0.0196
Si 0.0201 -2.752 4.773 0.0165 -0.0144 0.0124
Si 1.388 1.3898 6.1546 -0.0075 0.004 0.0081
Si 4.0912 4.1429 6.1231 0.003 -0.0051 0.0198
Si 1.373 -4.1186 6.1902 -0.0309 0.0338 -0.0388
Si 4.1706 -1.3732 6.2437 -0.0396 0.0451 -0.0367
Si -4.1354 1.3263 6.2892 -0.0354 0.03 -0.0228
Si -1.3012 4.0963 6.1406 -0.0302 0.0349 -0.0526
Si 6.8345 -4.1084 6.0957 0.0065 -0.0216 0.0083
Si -1.4372 -1.3542 5.9551 0.0087 -0.0077 0.0131
Si -0.3224 0.2027 7.2525 0.0311 0.006 -0.1306
Si 2.5238 3.0205 7.4527 0.0022 -0.0161 -0.057
Si 0.2512 -5.7083 7.551 0.0229 -0.0046 -0.0182
Si 3.0102 -3.0081 7.4704 -0.0137 0.0007 0.0124
Si 5.8097 -0.3868 7.7035 -0.041 0.0691 -0.0474
Si -2.4282 2.4926 7.4193 -0.0215 -0.0007 0.0006
Si 5.2506 5.721 7.4355 0.0175 -0.009 -0.1411
Si -2.861 -2.5774 7.3576 0.0481 -0.0496 -0.2151
Si -3.182 -2.8813 28.2202 0.0074 0.0146 -0.0396
Si -0.4475 -0.1468 28.2202 0.0063 0.0049 -0.0345
Si -3.182 2.5877 28.2202 -0.0517 -0.0078 0.0181
Si -0.4475 5.3222 28.2202 0.0116 0.04 0.0074
Si 2.287 -2.8813 28.2202 -0.0523 -0.0729 0.0078
Si -5.9165 -0.1468 28.2202 0.0503 0.0638 0.0224
Si 2.287 2.5877 28.2202 0.0107 -0.0406 -0.0276
Si 5.0215 -5.6158 28.2202 0.0143 -0.0192 -0.025
Si -1.8147 -1.514 29.5875 -0.0146 -0.0513 -0.0254
Si 0.9198 1.2205 29.5875 0.0263 0.026 -0.0194
Si -1.8147 3.955 29.5875 0.0019 0.0103 -0.0227
Si 0.9198 -4.2485 29.5875 -0.0089 0.0012 0.0009
Si -7.2837 -1.514 29.5875 0.0073 0.0221 -0.0283
Si -4.5492 1.2205 29.5875 0.0076 -0.0387 -0.0031
Si 3.6543 -6.983 29.5875 -0.0066 0.0046 -0.026
Si -4.5492 -4.2485 29.5875 -0.0164 0.027 -0.0272
Si 1.3673 1.3673 0.6835 0.0074 0.0212 0.0237
Si 4.1018 4.1018 0.6835 0.0007 -0.043 0.0141
Si 1.3673 6.8362 0.6835 -0.013 -0.0001 0.0251
Si 4.1018 -1.3673 0.6835 -0.0177 0.047 0.0019
Si 6.8362 1.3673 0.6835 -0.0131 -0.0111 0.0271
Si -1.3673 4.1018 0.6835 -0.0051 0.0228 0.0031
Si 6.8362 -4.1018 0.6835 0.0285 0.0053 0.0259
Si -1.3673 -1.3673 0.6835 0.0126 -0.038 0.0158
Si 0 0 2.0507 -0.0341 -0.004 0.0539
Si 2.7345 2.7345 2.0507 -0.0134 0.0502 0.0336
Si 0 5.469 2.0507 -0.0255 -0.0317 -0.0212
Si 2.7345 -2.7345 2.0507 0.0479 0.0336 -0.0348
Si 5.469 0 2.0507 -0.0153 -0.1002 -0.0415
Si 8.2035 2.7345 2.0507 0.0469 0.0104 -0.036
Si 5.469 5.469 2.0507 -0.0325 0.0088 0.045
Si 8.2035 -2.7345 2.0507 0.0119 0.0424 0.0432
Si -6.1438 3.5695 18.4438 -0.0075 0.0147 0.0055
Si -1.2321 3.316 13.1878 0.0001 -0.0046 0.0125
Si 6.861 2.4683 11.9448 -0.0106 0.0106 0.0063
Si 2.5891 -4.6951 12.5677 -0.0096 0.0068 0.0069
Si 1.8818 3.3833 12.2543 -0.0019 -0.0137 -0.0007
Si -2.3828 0.7951 17.9267 -0.0006 0.0066 0.0067
Si 4.1636 -2.1348 12.896 0.0026 0.0114 0.0021
Si 5.3227 0.1313 10.8943 -0.0155 0.0002 -0.0015
Si -1.2331 -0.3414 20.1941 -0.0205 0.0005 0.0295
Si -3.4509 2.9383 19.6962 0.0141 -0.0018 0.0078
Si -0.8591 -4.4129 17.042 0.0014 -0.0029 0.0021
Si 2.8714 1.5611 10.0977 0.0115 0.0013 -0.0256
Si 0.3364 -1.9162 18.1898 -0.0014 -0.0069 0.0024
Si 3.3795 -4.4282 20.6979 -0.0091 0.0077 -0.0037
Si 1.3971 -1.1816 9.4058 0.0354 -0.008 0.0364
Si 1.3596 -1.6216 14.1041 0.0057 -0.0017 0.0004
Si 0.2096 -2.8281 11.7352 -0.0153 0.0033 -0.0198
Si 1.676 -4.3624 15.5093 0.0109 0.0063 0.0054
Si 4.3903 2.6675 14.0484 0.0004 0.0009 0.0045
Si -0.8362 2.2445 15.865 -0.004 0.002 -0.0014
Si -0.7282 -6.3081 19.5835 0.003 -0.003 0.0194
Si -4.4613 -1.2809 17.6285 0.0001 -0.0096 0.02
Si 1.342 0.4102 16.358 -0.009 -0.0127 -0.002
Si 2.0331 3.888 20.1013 -0.011 0.003 0.0122
Si -6.5328 0.9755 16.5984 0.0138 0.0009 -0.005
Si -1.5763 -4.3312 9.7214 0.0137 -0.0641 0.0566
Si 3.0677 -3.4868 17.8432 0.0152 -0.0048 0.0225
Si -5.4484 -6.057 15.8419 -0.0024 0.0034 -0.0012
Si -4.2496 -1.4038 20.6459 -0.0029 -0.0005 0.0055
Si -5.7117 -2.9541 15.7376 -0.0007 0.0059 0.0033
Si -2.375 -6.2141 15.5129 0.0029 -0.0021 0.0017
Si 7.1666 4.3792 9.615 0.024 0.0178 0.0283
O -5.3436 -0.4541 21.4035 0.0158 -0.0078 -0.0186
O -4.5876 -6.8428 22.4334 -0.0144 0.0071 -0.0202
O 2.3434 -2.3825 8.8476 -0.0059 -0.0024 -0.0057
O -6.4971 -6.9205 14.9567 0.0016 -0.0059 0.0011
O -7.2266 1.1618 22.3055 0.0009 0.0091 -0.0411
O -0.5933 0.3157 21.53 -0.0001 0.0109 -0.0473
O 0.9739 -1.5295 22.4603 -0.0074 0.0034 -0.0309
O 4.1308 -4.1221 7.9819 -0.0206 0.0284 0.0448
O -2.1447 -3.241 8.6654 0.0298 0.0038 0.1262
O -0.3334 -5.1083 8.9817 0.0036 -0.0028 0.0006
O 0.5484 -0.5193 17.4122 0.0132 0.0166 -0.0038
O -5.8404 -6.128 17.4232 0.0064 0.0041 -0.0056
O -0.5407 -5.8789 21.1499 -0.0068 -0.0272 -0.083
O 1.9637 2.8497 21.3546 -0.0102 0.0173 -0.0444
O -0.6997 -5.0684 18.5259 -0.0065 0.0177 -0.0111
O -4.0265 -2.7367 21.5588 -0.0096 0.0105 -0.0255
O 2.264 0.1623 9.5741 0.014 0.0053 -0.0001
O -1.1119 -3.5444 11.0852 0.0346 0.0345 0.0423
O 7.9738 3.2438 8.7753 0.0071 -0.0061 -0.0105
O 5.7454 2.6619 13.1256 -0.0102 0.0018 0.009
O -4.364 -2.4722 16.5172 -0.0008 -0.0056 -0.0047
O 2.8809 0.4711 16.8473 0.0048 0.0038 0.0049
O -1.9416 -4.1488 22.373 -0.0039 0.0103 -0.0248
O 6.9987 -1.4909 7.9352 -0.0441 0.056 0.0344
O 3.9025 -3.7048 12.4114 -0.0049 -0.0048 -0.0043
O -0.9322 2.1248 14.2545 0.0002 0.0048 -0.0077
O 4.1161 1.2223 11.0882 0.0174 -0.0068 0.0016
O -4.9417 3.602 19.5599 -0.0087 -0.003 0.0055
O 5.3611 -0.1316 9.2746 -0.0128 0.005 0.0991
O 1.1346 -0.199 14.8478 -0.0011 0.0029 0.0031
O -1.3407 1.3346 7.9116 -0.0382 0.0335 0.0587
O -3.5086 1.8022 18.5231 0.0022 -0.0168 -0.0099
O 2.8256 -3.1062 21.4614 0.0112 -0.0076 -0.0134
O 2.2602 -5.021 14.1493 -0.0018 0.0019 -0.0004
O -1.8769 1.1574 16.4469 0.009 0.0071 -0.0085
O -2.2692 -4.7809 16.296 -0.0072 0.0022 0.0074
O 5.9774 5.0591 8.7443 0.0149 -0.0242 0.0843
O 0.6815 1.912 16.3626 -0.0032 0.0001 0.0091
O -1.8327 4.6532 13.9579 0.0026 -0.0011 -0.0027
O -2.4717 2.7341 12.2647 0.0194 0.0026 -0.0004
O -6.1831 2.2326 17.5424 -0.005 -0.0249 -0.0062
O -2.7803 -0.7105 20.557 0.0182 0.0049 0.0097
O -6.2778 -5.045 21.4921 -0.0078 0.0096 -0.0185
O 4.9866 -1.2325 11.7801 -0.0002 -0.0158 0.0004
O -6.4077 1.3512 15.0131 -0.0036 0.001 0.0152
O -5.5648 -4.5168 15.3471 0 -0.0001 0.0039
O 0.1762 -0.8455 8.4065 -0.0272 -0.035 0.0456
O -4.8465 -1.7481 19.1597 -0.0094 -0.0017 -0.0273
O 0.2136 -4.9295 15.9052 0.0025 -0.0017 0.0021
O -7.1126 -4.0501 19.1724 -0.0047 0.0157 -0.0204
O 2.6865 4.7737 11.8703 0.0021 0.0066 -0.0062
O 3.315 2.4109 8.7714 0.0165 -0.0152 0.0515
O 3.3418 3.6459 19.1696 0.0224 -0.0052 0
O 1.6363 -2.7402 15.268 -0.0006 -0.0016 -0.0022
O -0.6764 -2.8199 17.2804 0 -0.0073 0.0053
O 6.4562 3.6141 10.8531 -0.0036 -0.0283 0.0189
O 2.1699 -5.5225 20.6809 0.008 -0.0163 0.0059
O 0.7257 -1.6174 10.7964 -0.0115 -0.0271 0.024
O -1.396 3.6983 16.3579 0.003 -0.0007 0.0027
O -2.7314 -5.4073 10.137 -0.0057 -0.007 -0.0141
O -1.1985 0.8155 19.0486 -0.0028 0.0105 -0.0046
O 0.6215 3.7331 19.2792 -0.0097 -0.0035 0.0006
O -0.3714 -1.6226 19.6399 0.0165 -0.0079 -0.0064
O -2.9561 -0.7014 17.7402 0.0004 0.0013 0.0083
O 2.5711 -4.6899 16.8424 -0.0143 -0.01 -0.0119
O 0.0583 -2.1161 13.2142 0.0058 0.0039 0.0096
O 1.3863 4.104 7.9853 -0.0162 0.0107 0.0407
O 1.7857 -2.6384 18.3951 -0.0076 0.0033 0.0045
O 1.3246 -3.9923 11.8463 0.0132 -0.0007 0.0033
O 6.6841 0.9122 11.3963 0.0115 0.0016 -0.007
O -6.8717 -2.6348 16.8715 0.009 0.0042 -0.0036
O 2.681 -1.4713 13.1372 -0.0088 -0.0016 0.0022
O -3.2096 2.3205 21.2017 0.0032 -0.0038 -0.0637
O 2.8812 2.6625 13.3631 0.0126 -0.0008 0.004
O -3.9432 -6.6441 15.5727 0.0015 0.0034 0.0036
O -5.4868 -0.1801 17.0195 -0.0139 0.0209 0.0003
O 0.2725 3.6628 12.5817 -0.0112 -0.0022 -0.0006
O 1.7883 2.4142 10.9481 -0.0142 0.0213 0.016
O 4.9646 -2.1521 14.3305 0.0004 -0.002 0.0052
O -2.1853 3.9253 19.3887 -0.0029 0.0001 0.0089

Results
free energy: -126870.218 eV
free energy less fixed offsets of O -568.88, Si -635.61 eV per atom: -1.738 eV

The program warned: the cutoff lies below the one the program advises for these potential files; the exchange-correlation potential is rough where the density is thin.
